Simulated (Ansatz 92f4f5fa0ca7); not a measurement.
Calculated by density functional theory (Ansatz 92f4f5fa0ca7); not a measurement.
Periodic cell of 273 atoms, Si165O106As2, from a study of silicon, its oxide and their interface. The atomic structure is a simulated model.
Doubt: the cutoff is far below the 930 eV that the study's wrapper takes by default for these files, so forces and energies are approximate.

Settings
functional: PBE
potential files: Ansatz PAW
basis: plane waves
wave-function cutoff: 580 eV
density cutoff ratio: 5
exchange-correlation grid ratio: 1
k mesh: 1 x 1 x 1, Gamma-centred
self-consistency stop: 5e-08 eV per atom in the density residual
occupations: fixed
spin: none
net charge: 0

Cell vectors (angstrom)
a	11.6015	0	0
b	0	13.3963	0
c	0	0	29.8085

Atoms and the computed forces on them: element, x, y, z (angstrom), force x, y, z (eV/angstrom)
Si	11.5473	0.1792	22.9149	0.0041	0.022	0.0142
Si	3.9135	0.1533	23.0394	-0.0047	0.0027	0.0113
Si	7.6668	0.1188	23.1538	0.0121	0.0022	0.0085
Si	2.0688	3.4521	22.899	-0.0645	-0.019	0.0054
Si	5.9021	3.6802	23.0091	0.0017	-0.0003	-0.0016
Si	9.758	3.5314	23.0405	0.048	-0.025	-0.005
Si	11.6609	6.8577	23.0754	-0.0021	0.0049	0.0089
Si	3.9551	7.0324	23.1887	0.0034	0.0024	0.0089
Si	7.7908	6.8835	23.2539	-0.0109	0.0071	0.007
Si	2.0342	10.2363	23.2558	0.0062	0.0069	0.006
Si	5.8581	10.0939	23.3032	-0.0067	0.0079	0.0079
Si	9.8458	10.0844	23.233	-0.0126	0.0152	0.0017
Si	11.6946	2.3825	23.7642	0.0173	0.0797	-0.0293
Si	3.9977	2.4014	23.7665	0.0131	0.0132	-0.0012
Si	7.7874	2.4096	23.7842	-0.014	0.0121	-0.0009
Si	2.0292	5.7049	23.7069	0.0044	-0.0127	-0.0033
Si	5.8299	5.8033	23.9903	0.0015	-0.0352	-0.0087
Si	9.7385	5.7245	23.9052	-0.0004	-0.0093	-0.0143
Si	11.7531	9.0231	24.0319	0.0031	-0.0018	-0.0136
Si	3.9041	9.1321	24.1838	0.0014	0.0026	-0.0086
Si	7.8496	9.0836	24.0281	0.014	-0.0013	-0.0153
Si	1.9114	12.5058	23.8104	-0.0037	-0.0086	-0.0103
Si	5.7746	12.3707	23.9328	0.0028	-0.0023	-0.0252
Si	9.6804	12.3937	23.7949	-0.0035	-0.0109	-0.0092
Si	11.6409	2.292	26.177	-0.0013	-0.0714	-0.0877
Si	3.9139	2.3044	26.1788	-0.0091	-0.0173	-0.0047
Si	7.7552	2.3089	26.1901	0.013	-0.0184	-0.0041
Si	1.9743	5.6183	26.1485	0.0023	0.003	0.0024
Si	5.8134	5.6555	26.3247	-0.0031	0.0242	-0.0295
Si	9.7048	5.6323	26.2691	0	-0.0013	0.0111
Si	11.6634	8.9738	26.3556	0.0018	-0.0003	-0.0019
Si	3.8824	9.0114	26.4705	0.0087	-0.0048	-0.017
Si	7.7908	9.0021	26.3555	-0.0089	-0.0031	-0.0126
Si	1.9223	12.3826	26.2102	-0.0081	0.0269	-0.0002
Si	5.7964	12.328	26.289	-0.0006	0.0041	0.0042
Si	9.6835	12.3431	26.1975	0.008	0.0278	-0.0009
Si	1.9671	1.1935	27.0199	-0.0795	0.0588	0.0155
Si	5.8263	1.178	27.0252	-0.0016	0.0354	-0.0238
Si	9.6904	1.1783	27.0026	0.0881	0.0676	0.0276
Si	11.6454	4.5057	27.0166	-0.0004	-0.0149	-0.0159
Si	3.8782	4.507	27.0378	0.0025	-0.0052	-0.0175
Si	7.7554	4.5143	27.0479	-0.0004	-0.0067	-0.0177
Si	1.9622	7.8085	27.0805	0.0036	0.0029	-0.0067
Si	5.8442	7.8798	27.0922	-0.0014	-0.0733	0.0009
Si	9.7127	7.8503	27.077	-0.0026	0.0058	-0.0146
Si	11.613	11.2353	27.0422	-0.0006	-0.0033	-0.0222
Si	3.8454	11.2675	27.0803	-0.0131	-0.0141	-0.019
Si	7.7571	11.2408	27.0603	0.0201	-0.0181	-0.0163
Si	1.9336	1.1164	29.4135	0.1267	0.1388	-0.2524
Si	5.8008	1.1164	29.4135	0.0595	0.1115	-0.067
Si	9.6679	1.1164	29.4135	-0.008	0.0455	-0.3275
Si	0	4.4654	29.4135	0.1307	0.0651	-0.0773
Si	3.8672	4.4654	29.4135	-0.0882	0.0587	-0.0928
Si	7.7343	4.4654	29.4135	0.1127	0.0481	0.0422
Si	1.9336	7.8145	29.4135	-0.0131	-0.1821	0.3507
Si	5.8008	7.8145	29.4135	0.1039	0.0725	0.3807
Si	9.6679	7.8145	29.4135	0.0971	-0.0136	0.2229
Si	0	11.1635	29.4135	0.0092	0.1701	-0.0227
Si	3.8672	11.1635	29.4135	-0.0753	0.2967	0.3567
Si	7.7343	11.1635	29.4135	0.0231	0.2071	0.1082
Si	0	0	0.3944	-0.0838	-0.0913	-0.1616
Si	3.8672	0	0.3944	-0.242	-0.0163	0.0259
Si	7.7343	0	0.3944	0.1278	-0.0494	-0.1731
Si	1.9336	3.3491	0.3944	0.0973	-0.1915	-0.1025
Si	5.8008	3.3491	0.3944	-0.1258	-0.115	0.1316
Si	9.6679	3.3491	0.3944	-0.1761	-0.0268	-0.0525
Si	0	6.6981	0.3944	-0.1118	0.0112	0.0398
Si	3.8672	6.6981	0.3944	0.0427	-0.1417	-0.1072
Si	7.7343	6.6981	0.3944	-0.0146	-0.0322	0.1033
Si	1.9336	10.0472	0.3944	-0.0455	-0.0183	-0.1835
Si	5.8008	10.0472	0.3944	0.1339	-0.1818	-0.2236
Si	9.6679	10.0472	0.3944	0.0118	-0.1422	-0.1691
Si	11.5484	-0.0441	2.7459	-0.0074	-0.0875	0.0334
Si	3.7772	-0.0432	2.7438	-0.1353	-0.086	-0.2421
Si	7.7336	-0.0635	2.7233	0.0863	-0.1464	-0.3783
Si	1.9358	3.2629	2.7468	0.0407	0.0259	0.0009
Si	5.7523	3.2844	2.7942	0.0148	-0.004	0.0855
Si	9.6045	3.3079	2.7655	-0.0574	0.0306	0.0065
Si	11.5746	6.6326	2.7622	0.0051	-0.0356	0.0128
Si	3.8699	6.6219	2.7453	-0.0142	0.0422	-0.013
Si	7.7335	6.6466	2.7732	0.0138	0.0297	-0.0213
Si	1.9119	9.9914	2.7481	0.0424	-0.0057	0.1112
Si	5.8238	9.9593	2.7257	-0.0307	-0.0343	-0.2286
Si	9.6907	9.965	2.7463	-0.0406	0.0066	0.1176
Si	11.5574	2.2028	3.454	0.0009	-0.0546	-0.0221
Si	3.8363	2.1291	3.657	-0.1278	-0.0515	-0.057
Si	7.6696	2.1239	3.5568	0.1184	-0.0298	-0.0771
Si	1.9097	5.4945	3.4826	-0.0162	-0.0013	-0.0477
Si	5.8061	5.5284	3.5728	0.0042	0.0578	-0.0824
Si	9.6503	5.5239	3.6213	0.0146	-0.0075	-0.0449
Si	11.6115	8.8586	3.5763	0.0006	-0.0102	-0.1156
Si	3.8738	8.8749	3.4463	0.0819	-0.0437	-0.082
Si	7.7615	8.881	3.5665	-0.0702	-0.0429	-0.0703
Si	1.8557	12.2112	3.5518	0.0786	0.194	-0.1448
As	5.7506	12.2134	3.5838	0.1215	0.2448	-0.2841
Si	9.6299	12.1757	3.5202	-0.088	0.2052	-0.1811
Si	11.4906	2.1742	5.7734	0.0117	0.0733	-0.0233
Si	3.7143	2.028	6.0743	0.1531	0.0041	-0.0265
Si	7.6574	1.9791	5.9152	-0.1725	-0.0024	-0.0244
Si	1.8862	5.4092	5.8187	-0.007	0.0021	-0.0292
Si	5.8098	5.4616	5.9416	0.0093	-0.071	-0.0222
Si	9.6301	5.454	6.0258	0.0027	-0.0073	-0.0204
Si	11.647	8.7953	5.948	0	0.0175	-0.0091
Si	3.9435	8.7731	5.756	-0.1168	0.1078	0.019
Si	7.7672	8.7943	5.9336	0.1455	0.1317	-0.019
Si	1.7784	12.1884	5.9161	0.0266	-0.1291	0.0285
As	5.7242	12.1161	6.3119	-0.0322	-0.2664	1.4911
Si	9.6188	12.1471	5.8652	-0.088	-0.1925	-0.0115
Si	1.6238	0.9836	6.7607	0.0586	-0.0198	0.0247
Si	5.6993	1.0415	6.9783	-0.0914	-0.2447	0.6201
Si	9.6644	0.9533	6.6164	-0.0501	0.0205	0.0495
Si	11.5798	4.3276	6.741	-0.0219	-0.0049	0.0207
Si	3.8361	4.3242	6.5719	-0.0253	-0.021	0.0646
Si	7.7005	4.1884	6.635	0.0327	0.0037	0.0705
Si	2.0353	7.6298	6.5271	0.101	0.0205	0.0296
Si	5.8412	7.7121	6.7215	-0.0432	0.0951	0.0831
Si	9.7305	7.7108	6.7548	-0.1076	-0.0103	0.0435
Si	11.4607	10.9873	6.7949	0.0549	0.1161	0.0131
Si	3.6247	10.9277	6.6418	0.2429	-0.0091	0.4911
Si	7.8271	10.9696	6.8581	-0.4116	0.0071	0.4319
O	9.898	7.9031	8.4174	0.0204	-0.001	-0.0134
O	9.8998	0.8322	8.2683	0.0257	0.0068	-0.0154
O	1.0291	0.9137	8.3455	0.0221	0.0105	-0.0433
O	3.0192	10.5411	8.1474	-0.0554	0.003	0.0217
O	5.8209	7.8779	8.3842	0.0096	-0.0375	-0.0654
O	5.6554	1.2134	8.6686	0.0143	0.0301	0.1009
O	3.7915	4.3259	8.22	-0.0003	0.0176	0.0094
O	7.6502	3.7453	8.2594	-0.0025	-0.0064	-0.0095
O	0.0373	4.2758	8.4151	0.0093	0.0061	0.0097
O	11.1532	10.9606	8.4439	0.0282	-0.0016	0.0041
O	8.1588	10.7737	8.5014	0.0242	0.0011	0.0301
O	2.3713	7.4822	8.1312	-0.0152	-0.0059	0.0201
O	11.4194	0.2034	21.2357	-0.0056	-0.0044	-0.036
O	9.7583	3.6353	21.3764	-0.016	0.012	-0.0557
O	4.1403	7.542	21.6019	0.002	0.0074	-0.0202
O	6.0075	4.161	21.3937	-0.003	0.008	-0.0612
O	5.7459	9.7548	21.6679	0	-0.0058	-0.0176
O	2.1452	3.3773	21.2185	0.0319	0.0001	-0.0645
O	7.3593	13.4457	21.5141	-0.003	-0.004	-0.0251
O	4.0125	0.1531	21.3767	-0.0017	-0.0028	-0.0294
O	7.7241	6.9549	21.6038	0.0008	0.0015	-0.0304
O	2.1202	10.1744	21.6066	0.0018	-0.0012	-0.0359
O	11.536	6.9761	21.4146	0.0012	-0.0004	-0.0236
O	10.1759	9.6586	21.6432	0.0051	-0.007	-0.0271
Si	11.5812	6.4522	11.3162	-0.003	0.0094	0.0244
Si	1.5713	10.3637	16.259	-0.0072	-0.006	0.0434
Si	0.2232	3.6937	9.9308	0.0168	0.0188	-0.0005
Si	8.084	12.8571	20.1883	0.0076	0.0087	0.0323
Si	2.8196	10.4589	9.7586	0.0501	0.0212	-0.123
Si	2.568	10.3919	20.0645	0.0034	0.0029	0.0334
Si	10.3492	3.7009	19.857	-0.003	-0.0038	0.0492
Si	0.251	12.7977	17.1024	-0.0002	0.0059	0.0497
Si	10.8152	0.6974	19.787	0.0004	0.0178	0.0427
Si	3.1611	7.7521	16.2554	0.0007	-0.0082	0.0464
Si	0.3266	6.4872	19.9145	-0.0056	-0.0151	0.0222
Si	9.3895	2.5206	14.3068	-0.0028	-0.0007	0.0309
Si	2.9022	2.5476	11.05	0.0229	0.0004	0.0162
Si	5.1324	11.9824	15.3678	0.0123	0.0036	0.0355
Si	4.9373	8.6771	20.724	-0.0001	-0.0026	0.0202
Si	3.6062	-0.3923	11.2756	0.0249	-0.0094	-0.0047
Si	5.5861	8.8831	14.8245	-0.0037	0.0004	0.0309
Si	-0.1755	11.3163	10.0247	-0.0277	-0.0281	-0.0388
Si	9.4541	10.0147	20.2278	-0.0026	0.0009	0.0312
Si	3.4544	0.0484	19.8458	-0.007	0.0085	0.0297
Si	7.4715	4.7045	9.5576	0	-0.0126	0.0151
Si	2.3774	12.3547	14.1612	-0.0005	-0.0007	0.0435
Si	6.1987	0.5991	10.1213	-0.0185	-0.0748	-0.2363
Si	2.7918	2.8987	19.7779	-0.0044	0.0079	0.0428
Si	5.7185	4.4445	13.6635	0.008	-0.0056	0.023
Si	7.4754	0.2125	15.616	-0.0055	0.0024	0.0324
Si	9.6058	11.3433	15.218	0.0045	0.0079	0.0363
Si	1.9894	6.5677	13.5715	0.0066	0.0047	0.0406
Si	2.8409	3.53	14.03	0	0.0046	0.0282
Si	11.6983	9.1676	18.4183	-0.0008	-0.0033	0.039
Si	11.2278	0.8761	9.2299	-0.0087	-0.0017	-0.0013
Si	9.1261	7.3292	9.7356	0.0174	0.0068	-0.0099
Si	8.6702	8.5582	14.5918	-0.0011	-0.0001	0.031
Si	4.7776	7.1634	12.3673	0.0079	-0.0029	0.0348
Si	2.9699	5.6265	18.7722	0.0017	-0.0189	0.037
Si	2.5389	7.4001	9.7288	0.002	0.0032	-0.0058
Si	6.2661	8.4314	9.8537	-0.002	0.0654	0.0229
Si	4.3356	4.7574	9.672	0.0119	-0.0118	0.008
Si	9.3352	10.5021	12.2902	-0.0202	0.0031	0.0253
Si	5.943	13.0317	17.9795	-0.0034	0.0057	0.0473
Si	7.9785	4.9313	18.3775	-0.0035	-0.0109	0.0475
Si	8.3076	5.4071	15.2151	0.0004	-0.0022	0.0442
Si	7.3343	11.0822	9.9072	-0.0684	0.0998	-0.1975
Si	5.3865	4.1968	19.8793	0.0049	-0.0084	0.0406
Si	0.7896	1.4861	15.0476	-0.0067	-0.0029	0.0391
Si	7.549	7.5244	20.0991	-0.0005	-0.0024	0.0262
Si	7.649	2.7835	11.8742	-0.0103	-0.011	0.0051
O	3.4595	6.0799	10.1091	-0.0107	0.0029	-0.006
O	1.9505	2.6534	15.093	0.0077	0.0057	-0.0208
O	-0.3684	12.9459	10.1985	0.0105	0.0146	-0.0065
O	8.3604	8.8965	19.8518	0.0013	0.0026	-0.0134
O	2.4151	1.3098	19.5328	0.0012	-0.0087	-0.0187
O	8.1493	5.3048	16.8177	0.0039	0.0088	-0.0564
O	2.7377	11.9813	19.7145	-0.0001	-0.0004	-0.0145
O	7.1585	8.7628	15.1636	0.0027	0.0006	-0.0175
O	1.2918	0.1847	14.1775	0.0039	-0.0051	-0.0217
O	4.4116	3.8149	14.4567	0.0009	0.0003	-0.0164
O	4.2448	3.408	10.6247	-0.0105	0.0195	-0.0059
O	10.9569	2.0772	14.5001	0.0004	0.002	-0.0188
O	11.3826	4.8437	11.0117	-0.0014	-0.0097	-0.0135
O	10.8462	12.0163	16.0506	-0.0109	-0.0076	-0.0301
O	8.9342	6.9082	14.781	0.0028	0.0099	-0.0198
O	1.7827	3.3656	10.2187	-0.0144	0.0039	-0.0075
O	8.4649	5.9373	9.2404	0.01	-0.0013	-0.0155
O	11.1457	2.2942	19.5426	-0.0009	-0.0065	-0.0211
O	5.4055	7.6295	10.9509	0.0077	-0.0059	-0.0147
O	11.4173	7.5904	18.7979	0.0002	0.0112	-0.0214
O	7.8723	8.2698	10.1714	-0.0086	-0.0116	-0.0062
O	10.138	7.1608	11.0046	0.0046	-0.0054	-0.0045
O	9.2232	4.1101	14.7414	0.0027	-0.0069	-0.0184
O	8.8284	11.4688	20.5352	0.0001	-0.002	-0.0162
O	10.5553	10.5175	11.1761	0.0147	0.0068	0.0034
O	8.3612	12.2382	15.7874	0.0066	-0.0052	-0.0168
O	4.4358	2.8741	19.8166	0.0021	-0.0006	-0.0185
O	4.6538	0.2268	18.7576	0.0153	-0.0046	-0.0296
O	10.4677	10.0862	18.9613	0.0083	-0.0002	-0.025
O	6.7918	0.6942	17.0416	0.0105	-0.0005	-0.0308
O	0.5162	6.7505	12.8502	-0.0097	-0.0008	-0.0261
O	1.0553	7.1347	10.3177	0.0065	-0.0016	-0.0132
O	3.1428	7.1782	12.5718	0.0017	0.0038	-0.0229
O	3.9435	9.5544	19.7803	-0.0015	0.002	-0.0166
O	6.7921	5.1934	14.6331	-0.0101	-0.0028	-0.0219
O	0.5808	0.9073	16.5584	0.0036	0.0117	-0.0307
O	1.5482	11.7794	17.12	0.0027	-0.0049	-0.0227
O	5.3915	8.2903	13.3403	-0.0006	-0.0075	-0.0256
O	2.99	12.3671	12.6465	-0.0033	0.0047	-0.0158
O	6.433	3.1952	12.8922	0.0043	0.0004	-0.0115
O	2.7973	9.3232	16.6058	0.0015	0.0034	-0.0199
O	5.9956	7.8912	19.7669	0.0023	-0.0002	-0.0171
O	1.9486	6.3898	19.7869	0.0048	0.004	-0.0175
O	1.4394	9.6897	19.1554	-0.0122	-0.0043	-0.0251
O	9.4834	9.7117	15.4802	-0.0006	-0.004	-0.0211
O	3.0994	8.8911	10.2046	-0.0012	0.0191	-0.0056
O	8.9587	9.0473	13.0232	0.0072	0.0064	-0.0268
O	2.1554	7.3147	15.0204	-0.0077	-0.0081	-0.0395
O	9.1337	3.8656	18.794	-0.0106	0.0069	-0.0294
O	4.736	7.9027	15.8309	0.0112	0.0081	-0.0263
O	7.2547	1.5863	10.8553	0.0004	0.0064	-0.0192
O	8.1195	6.3593	19.1371	0.0017	-0.0053	-0.0231
O	5.9145	5.161	9.6529	-0.0064	0.0036	-0.0138
O	6.9833	-0.9308	19.0779	-0.0128	-0.0007	-0.0295
O	11.0592	2.2539	10.1156	0.0045	-0.0027	0.0004
O	8.9769	2.3846	12.7297	-0.0016	0.0018	-0.0221
O	9.6888	11.5104	13.562	0.0037	-0.006	-0.0312
O	6.5643	4.203	18.7568	0.0108	0.0056	-0.0292
O	6.0485	10.0554	9.9269	0.005	-0.0848	0.0846
O	1.3388	10.8267	10.3087	0.0073	-0.0036	0.0169
O	5.1649	10.4634	14.7716	-0.0004	-0.0054	-0.0143
O	1.6983	10.908	14.6766	0.006	0.0131	-0.0371
O	11.3639	13.0763	18.6297	0.0087	-0.0138	-0.0413
O	5.4336	11.8464	16.974	-0.0043	-0.0059	-0.0365
O	8.074	10.9989	11.3673	0.0238	-0.0131	0.0003
O	11.304	5.0068	19.6476	0.0029	0.0114	-0.0183
O	8.3726	1.4787	15.0985	0.0079	0.0085	-0.0183
O	2.4235	4.0473	18.6247	-0.0003	0.0115	-0.0253
O	3.7345	11.7017	10.3008	-0.0349	-0.0137	0.0474
O	9.1814	0.572	19.7245	-0.0015	-0.0016	-0.0155
O	2.7681	2.6595	12.6606	-0.0033	-0.0059	-0.0279
O	3.6506	12.6296	15.1487	-0.0112	-0.0002	-0.022
O	8.0026	4.0725	10.9477	0.0117	0.0129	-0.0152
O	5.1127	0.2521	11.3032	-0.0187	-0.0058	-0.0233
O	4.4256	5.4864	19.5134	-0.0088	0.0107	-0.0182
O	6.2087	13.0536	14.6962	-0.0031	0.0004	-0.0163
O	3.0521	6.5716	17.4123	0.0017	0.0222	-0.0383
O	2.7685	0.9339	10.7362	-0.0083	-0.0028	-0.0207
O	0.2917	9.4474	16.8041	0.0086	0.0086	-0.0328
O	5.233	5.6158	12.632	-0.0097	0.0073	-0.0192
O	2.1349	4.971	13.8166	0.0011	0.0027	-0.0195
O	6.8993	12.6156	9.6747	0.0585	0.0141	0.1736

Results
free energy: -174885.021 eV
free energy less fixed offsets of As -4856.12, O -568.88, Si -635.61 eV per atom: 4.149 eV

The program warned: the cutoff lies below the one the program advises for these potential files; the exchange-correlation potential is rough where the density is thin.
